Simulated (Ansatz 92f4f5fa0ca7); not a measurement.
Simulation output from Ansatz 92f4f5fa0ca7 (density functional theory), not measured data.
Periodic cell of 237 atoms, Si134O103, from a study of silicon, its oxide and their interface. The atomic structure is a simulated model.

Settings: functional PBE; potential files Ansatz PAW; basis plane waves; wave-function cutoff 700 eV; density cutoff ratio 5; exchange-correlation grid ratio 2; k mesh 2 x 2 x 1, shifted by 0.5 0.5 0.5 of a step; self-consistency stop 5e-08 eV per atom in the density residual; occupations Fermi-Dirac, 0.05 eV; spin none; net charge 0.

Cell vectors (angstrom)
a 11.5983 0 0
b 0 15.4644 0
c -4.2477 -5.6553 22.7033

Atoms: element, x, y, z (angstrom)
Si 1.5541 -1.0254 0.3216
Si 1.3294 3.8721 -0.651
Si 2.7875 7.522 -0.1393
Si 1.991 12.0446 0.0901
Si 3.2886 -0.336 1.8377
Si 5.5912 3.0971 0.914
Si 5.2342 6.4322 -1.3662
Si 5.7859 11.3736 1.2174
Si 9.1305 -0.7506 -3.1581
Si 7.4692 1.1603 -4.7756
Si 6.3137 7.7742 0.9114
Si 10.9848 10.2946 -0.5939
Si 6.4623 1.196 -0.127
Si 3.203 3.5585 1.3297
Si 3.9455 7.5398 1.8549
Si 3.4644 11.3513 1.837
Si 5.776 -0.1533 1.6807
Si 6.4647 4.6474 -0.5231
Si 7.5556 5.7352 1.2403
Si 7.282 9.7346 1.8696
Si 10.887 -0.5778 1.4419
Si 10.782 3.1447 0.7139
Si 9.8973 5.3333 1.118
Si 9.5399 10.6574 1.8312
Si 2.9538 1.7237 2.9458
Si 3.1799 5.4824 2.8367
Si 3.1417 9.3718 3.0791
Si 2.9684 13.2218 3.1624
Si 6.6582 1.6006 3.1672
Si 6.9342 6.0929 3.4981
Si 6.8665 8.5292 3.791
Si 6.5361 13.2602 2.6375
Si 10.7629 1.5518 2.6807
Si 10.6242 6.2931 3.1672
Si 10.5839 8.8241 3.1751
Si 10.421 12.9033 2.7672
Si 0.9508 1.641 4.2035
Si 1.1053 5.631 4.2041
Si 1.0711 9.3076 4.2922
Si 0.829 13.052 4.1772
Si 4.8038 1.6825 4.5427
Si 4.8936 5.4183 4.4771
Si 4.8613 9.3508 4.6984
Si 4.9311 13.2905 4.4136
Si 8.776 1.6428 4.3055
Si 8.9125 5.5599 4.7211
Si 8.8813 9.0421 4.8073
Si 8.5222 13.2753 4.1474
Si 0.8978 -0.4254 5.4944
Si 0.9097 3.6153 5.5172
Si 1.093 7.458 5.7524
Si 1.0674 11.2405 5.6851
Si 4.8193 -0.285 5.8287
Si 5.0041 3.5856 5.9591
Si 4.7378 7.308 5.9022
Si 4.9452 11.457 5.8608
Si 8.6301 -0.2718 5.7232
Si 8.8834 3.5129 5.9714
Si 8.7621 7.2266 6.3306
Si 8.7144 11.2615 5.4633
Si 2.7815 -0.2717 6.9948
Si 2.8341 3.623 6.8855
Si 2.859 7.5288 7.2787
Si 2.9595 11.5118 7.1804
Si 6.6643 -0.1408 7.2878
Si 6.9399 3.68 7.4605
Si 6.5613 7.2028 7.3604
Si 6.9771 11.2622 6.9923
Si 10.6758 -0.4198 7.0076
Si 10.9194 3.4425 7.3225
Si 10.8928 7.2412 7.3484
Si 10.6403 11.1488 6.8738
Si 2.4414 1.7054 8.1885
Si 4.2629 4.7014 9.89
Si 3.1879 9.5987 8.4941
Si 2.723 13.485 8.5939
Si 6.428 1.7722 8.7235
Si 6.3571 5.5496 9.045
Si 6.2414 9.343 8.0769
Si 8.124 12.2933 8.8022
Si 11.6136 1.3507 8.4492
Si 11.8261 5.3532 8.5246
Si 10.2257 9.2793 8.2941
Si 10.3702 12.9988 8.253
Si 11.2117 -0.2411 10.3289
Si 10.6496 6.441 10.8766
Si 10.8969 8.8205 10.5378
Si 0.6627 13.135 9.6491
Si 4.2202 2.3365 9.6798
Si 2.5928 5.4468 8.3665
Si 1.9337 10.2272 10.3737
Si 4.4974 13.7042 10.3377
Si 7.9817 -0.007 10.5384
Si 7.7457 6.6306 10.7107
Si 8.0963 9.4756 9.3698
Si 6.6521 13.9935 9.2815
Si 10.5238 -0.0572 15.2555
Si 8.4976 -3.1693 19.4827
Si 6.6715 8.1079 15.7354
Si 0.8733 0.797 13.0549
Si 7.8105 0.1276 13.7183
Si 3.1121 3.1374 18.8403
Si 3.4774 -1.6969 19.4042
Si 7.2603 1.6222 22.0892
Si 7.6512 4.6943 19.134
Si 7.6059 -7.6609 18.5926
Si 8.4245 6.9622 13.6562
Si 2.4477 10.9406 14.8875
Si 9.325 9.9812 12.9997
Si 4.5624 6.1113 15.6214
Si 9.7399 -2.582 16.82
Si 4.0023 11.1818 12.3302
Si 6.8387 -2.1822 15.5412
Si 11.1485 6.2603 13.1217
Si 4.2979 4.6049 13.0929
Si 5.7221 3.5917 17.0974
Si 0.6899 3.9948 16.9266
Si 5.7871 2.1979 14.2962
Si 4.5891 -4.7759 22.2777
Si 1.6198 0.5555 19.1023
Si 1.6752 6.7526 16.5392
Si 1.3359 3.6922 13.8847
Si 6.2889 -1.3673 18.43
Si 3.905 0.6717 12.3536
Si 11.1819 10.7704 15.3456
Si 10.2771 4.4705 20.7527
Si 6.5432 -4.7642 13.8482
Si 9.4381 9.6133 19.957
Si 10.6413 1.6479 17.7171
Si 1.6859 4.8576 20.7315
Si 1.0407 8.2849 14.9455
Si 8.3094 0.5267 19.6499
Si 2.3191 7.5464 19.3717
Si 0.964 10.0814 19.8653
O 7.5086 1.691 20.4651
O 9.6417 10.8467 0.1438
O 0.5964 11.1743 0.0449
O 5.2746 -5.986 23.1748
O 3.1777 -1.7356 21.009
O 5.4757 -3.3973 22.437
O 6.1049 0.5403 22.4447
O 5.8965 7.8287 -0.7328
O 6.5404 3.09 2.3423
O 4.8284 9.5993 8.9379
O 9.5648 -0.3531 10.2505
O 7.5643 1.5023 9.9896
O 12.5109 8.9881 10.7021
O 11.7408 5.4151 10.1904
O 9.1779 5.9188 10.3452
O 1.7753 -0.2788 -1.1586
O 8.482 10.7003 19.1883
O 8.6509 1.2192 22.8654
O 1.6692 2.6011 -1.6682
O 2.5422 9.0056 -0.8188
O 0.2278 4.198 20.3301
O 10.1086 1.1532 16.2623
O 5.6228 1.198 -1.5744
O 3.8962 7.7642 19.7319
O 5.9849 11.1435 -0.464
O 1.8513 6.0634 19.6814
O 9.0048 0.3327 -1.9686
O 4.9031 -0.9309 19.1444
O 0.802 2.4227 13.0267
O 7.3507 -0.1163 18.4799
O 10.2366 10.8397 14.0366
O 11.0804 8.747 -0.1122
O 2.2133 -0.9231 18.7094
O 0.3304 0.1978 14.4768
O 10.1187 9.8469 11.5883
O 7.3134 1.6507 14.0575
O 10.4676 11.4496 16.6325
O 3.9414 1.9057 11.2856
O 3.1908 -4.2828 16.3183
O 5.6589 2.4323 15.9307
O 2.9997 10.1485 11.6107
O 4.5344 5.9466 14.0012
O 4.4045 12.328 11.2543
O 10.6609 -1.4103 16.1632
O 7.6814 -0.1405 12.1325
O 7.5613 6.4797 12.3474
O 7.1284 3.6647 17.953
O 7.9488 8.2853 10.5387
O 5.3531 -5.0575 12.7927
O 0.9523 11.5948 14.9974
O 7.5259 6.19 18.495
O 11.5361 0.2858 11.8396
O 11.4969 9.213 15.7192
O 1.7395 10.555 18.4988
O 9.7333 6.015 13.9632
O 9.3569 -0.136 14.1341
O 2.9275 1.5303 18.932
O 1.9897 3.7112 17.8334
O 2.3995 0.2984 12.8419
O 3.2743 11.7118 13.7122
O 4.4819 -0.6089 11.536
O 7.8934 2.5161 -4.0044
O 5.9801 -1.7929 16.8754
O 9.5608 1.248 18.8726
O 7.9207 10.8214 12.9874
O 1.2906 5.0453 -1.8941
O 6.1982 -3.4211 14.7139
O 2.2761 9.3284 14.556
O 3.5903 6.4924 -1.1748
O 1.0022 3.3841 15.4464
O 4.7478 1.0698 13.7096
O 1.0822 11.6658 10.4122
O 6.6235 -5.9832 14.9058
O 9.0059 8.4731 13.5188
O 8.6277 0.0313 -4.513
O 9.0473 8.1893 19.2481
O 6.385 -7.0166 19.4618
O 5.5101 5.0038 16.3317
O 0.5 5.6268 16.8582
O 8.3273 -2.6175 16.0213
O 6.8683 -0.903 14.5527
O 7.4276 6.9086 14.9331
O 2.9277 3.8746 13.6135
O 4.2163 5.082 11.5409
O 0.4467 0.8707 18.0086
O 10.9623 10.0634 19.6294
O 3.054 5.9243 16.1968
O 4.5871 3.3789 18.2282
O 10.966 3.2495 17.5505
O 2.0102 7.7608 17.7852
O 0.5548 5.0216 13.421
O 5.5321 3.5778 13.4547
O 9.4941 -2.3741 18.4268
O 5.1519 7.5812 16.0257
O 0.3543 7.6333 13.5997
O 8.157 11.0597 9.9722
O 10.9556 10.3617 -2.2252
O 6.9811 -2.6141 19.239
O 7.4929 8.4218 17.0942
O 10.1564 5.9729 21.3945
O 2.9228 3.8622 20.2973
O 1.4224 8.5689 20.2498
O 9.2023 4.3478 19.5162

Results
free energy: -143768.349 eV
free energy less fixed offsets of O -569.03, Si -635.61 eV per atom: 13.481 eV
pressure: -0.30 GPa
stress xx, yy, zz, yz, xz, xy (GPa, positive in tension): 0.86, -0.21, 0.26, -0.05, 0.01, 0.3

Forces (eV/angstrom), in the order of the atoms: element, x, y, z
Si 0.2724 0.3865 -0.3551
Si 0.5075 -0.2772 -0.2121
Si 0.3522 0.1256 0.1063
Si 0.4625 -0.4533 -0.1296
Si 0.2199 0.1782 -0.0571
Si -0.0855 0.3005 0.2391
Si 0.1313 0.0155 -0.8616
Si 0.0138 -0.1918 -0.3039
Si 0.015 -0.3328 -0.5869
Si 0.0844 -0.1267 -0.2974
Si 0.6056 0.2046 -0.097
Si 0.0105 0.0703 -0.5684
Si -0.4272 -0.6678 -0.0801
Si -0.0366 0.1678 0.0935
Si 0.2453 -0.1004 -0.1104
Si -0.1696 0.1909 -0.2125
Si 0.2648 -0.2033 -0.1145
Si -0.0213 -0.2391 0.3686
Si -0.1841 0.484 0.2231
Si -0.2372 -0.1736 0.0306
Si -0.3203 0.0175 -0.0468
Si -0.4884 -0.2823 -0.0858
Si -0.2226 0.5574 0.0431
Si -0.133 -0.1707 -0.238
Si -0.1752 0.0839 0.1187
Si 0.0012 -0.1609 0.2464
Si 0.0523 0.0127 0.1708
Si 0.0218 -0.1256 0.2451
Si -0.1781 0.1374 -0.0806
Si 0.0825 -0.3293 -0.051
Si -0.0559 0.0477 -0.2134
Si -0.0262 0.2112 0.0467
Si 0.1338 -0.0144 0.2838
Si 0.2328 0.0994 0.0634
Si 0.057 -0.1243 0.0757
Si 0.1073 0.0881 0.2744
Si 0.1018 -0.0986 0.0515
Si -0.0705 0.0033 -0.1475
Si -0.0236 -0.0422 0.0301
Si 0.0924 0.0212 -0.0146
Si 0.0213 0.1808 0.2468
Si -0.0375 0.0436 0.0534
Si 0.1425 0.0379 0.3929
Si -0.2087 -0.1482 0.0283
Si 0.0127 0.0187 -0.1331
Si -0.2981 0.0912 -0.2613
Si 0.0076 -0.0798 0.022
Si 0.0006 -0.1421 -0.1137
Si -0.0577 0.0461 -0.0126
Si 0.2272 -0.0395 -0.1068
Si -0.1821 -0.0163 -0.0074
Si 0.0256 0.0649 -0.0733
Si 0.0155 -0.1125 -0.0261
Si -0.1116 -0.0615 -0.1674
Si -0.2861 0.0434 -0.1282
Si -0.1068 0.1063 -0.1121
Si -0.0437 -0.1457 0.2424
Si 0.0345 0.0544 -0.0774
Si 0.2655 -0.0362 0.0616
Si 0.0959 -0.0973 -0.0251
Si 0.0507 -0.1021 -0.309
Si 0.2619 0.1919 -0.0932
Si 0.2354 -0.1516 0.2575
Si -0.0047 0.1429 -0.402
Si 0.0178 0.0319 -0.1911
Si -0.3108 0.2126 0.1085
Si 0.1392 -0.1756 -0.3502
Si 0.0337 -0.0482 -0.1834
Si 0.1269 0.0633 -0.1531
Si 0.0719 -0.011 0.1179
Si -0.1618 -0.144 -0.1866
Si -0.1561 0.1335 -0.0319
Si -0.1748 0.0157 -0.0444
Si -0.0634 0.4763 0.5193
Si 0.4614 -0.0692 -0.2958
Si 0.2921 -0.0086 -0.1681
Si 0.5895 -0.2713 0.2749
Si 0.0353 -0.034 -0.3636
Si 0.2079 0.2148 0.2793
Si -0.3886 -0.3344 0.5569
Si 0.0028 -0.1456 0.0407
Si 0.1313 -0.1592 -0.3547
Si 0.193 0.2087 0.5165
Si 0.0701 -0.24 -0.465
Si -0.0485 0.9467 0.2138
Si 0.3141 0.5919 0.3193
Si -0.3094 0.1922 -0.572
Si -0.0528 -0.5923 -0.0536
Si -0.202 -0.547 0.3835
Si -0.1092 0.0395 -0.2117
Si -0.2039 -0.15 0.5446
Si 0.0024 -0.4076 0.5651
Si -0.3931 -0.1365 -0.0055
Si -0.0573 0.3363 0.2107
Si -0.2457 0.1161 0.2153
Si 0.1283 0.2102 0.1263
Si -0.0529 0.0459 0.2042
Si -0.0623 0.21 -0.5887
Si -0.0677 0.1294 0.2011
Si -0.1237 0.0854 0.3518
Si 0.0739 0.0414 0.4059
Si 0.1668 0.1272 -0.2584
Si 0.0626 0.186 -0.4693
Si -0.1292 0.0272 -0.3791
Si -0.0914 0.1607 -0.5367
Si -0.0114 -0.0707 -0.381
Si -0.1559 -0.07 0.4932
Si -0.0778 0.1774 0.1727
Si -0.2046 0.1062 0.3262
Si 0.1782 0.0511 0.3039
Si -0.1343 0.1187 -0.0989
Si 0.2884 0.1278 0.6116
Si 0.1003 -0.1162 0.1449
Si 0.1231 -0.1393 0.7157
Si 0.0429 -0.111 0.5186
Si 0.0797 0.0198 -0.1427
Si 0.0026 -0.0187 -0.0385
Si 0.2011 0.1165 0.3404
Si 0.3863 -0.2813 -0.5502
Si -0.0801 0.2061 -0.5481
Si 0.1772 -0.1526 0.1397
Si -0.0751 -0.0671 0.1716
Si 0.1893 -0.0645 -0.3943
Si 0.0039 0.131 0.3239
Si 0.0478 0.0768 0.1616
Si -0.1884 0.0349 -0.3065
Si -0.0038 0.0503 0.3363
Si -0.1335 -0.2625 -0.5491
Si 0.0017 -0.0438 -0.3006
Si 0.1132 0.0495 0.0517
Si -0.2225 0.3702 -0.0179
Si 0.0236 -0.1467 -0.6387
Si 0.2154 0.0134 -0.1529
Si 0.0136 -0.2012 -0.3434
O -0.1264 0.078 0.3647
O 0.0806 0.0118 0.3596
O -0.0563 0.112 0.1233
O 0.1727 0.0339 0.1503
O 0.0323 0.0447 0.3181
O 0.306 0.2652 0.1466
O 0.2383 -0.1014 0.1621
O -0.2652 -0.2858 0.2336
O -0.3774 -0.1851 -0.4427
O -0.5173 -0.0522 -0.0823
O -0.1459 -0.0077 0.1228
O -0.3096 0.296 -0.3991
O 0.3395 0.1477 0.1827
O -0.4019 0.1021 0.0086
O 0.1485 -0.1533 -0.0615
O -0.1708 -0.1851 0.2961
O 0.0317 0.0325 0.2369
O -0.0099 0.0031 0.0738
O -0.1527 0.0627 0.2411
O -0.0342 -0.3377 0.0365
O -0.0313 -0.023 0.1657
O -0.0034 0.0105 -0.0186
O 0.1824 0.2448 0.2239
O -0.0823 0.0713 0.1124
O -0.0985 0.1436 0.343
O -0.0595 0.0151 0.072
O -0.1501 0.3412 0.5091
O -0.188 -0.0317 0.2098
O -0.0089 -0.0538 -0.0622
O 0.0574 0.0839 0.2903
O -0.0409 -0.1634 -0.2456
O 0.0014 -0.0028 0.0486
O -0.024 -0.1522 0.1848
O 0.1227 0.0408 -0.1974
O 0.1268 -0.0541 0.0806
O -0.0266 -0.0408 -0.1769
O 0.0515 -0.0811 -0.0693
O 0.1526 0.2966 -0.2733
O -0.016 -0.0332 0.0381
O -0.0322 -0.0112 -0.1654
O -0.2074 -0.0889 -0.2274
O -0.0731 -0.0267 -0.2281
O -0.0069 0.3286 -0.3129
O -0.0384 -0.0012 -0.0176
O 0.0061 0.0261 -0.2099
O -0.0637 -0.1142 -0.2897
O 0.0799 0.0925 0.2301
O -0.0335 -0.359 0.0287
O -0.1647 -0.0065 -0.243
O 0.0368 -0.1597 -0.0783
O 0.0256 -0.0861 0.1799
O 0.0035 -0.116 -0.0002
O 0.1962 -0.1272 -0.1976
O -0.1697 0.0044 0.2475
O 0.0761 0.1368 -0.2868
O -0.0865 0.015 -0.1161
O -0.082 -0.0712 0.2018
O 0.0008 -0.0439 0.0802
O 0.1518 -0.0269 -0.0901
O -0.0111 -0.0514 -0.262
O -0.0043 -0.1851 -0.4276
O 0.0174 0.1201 0.2561
O 0.0131 0.0588 0.1673
O -0.1179 -0.0823 0.3202
O 0.1152 -0.0848 -0.2094
O -0.0451 -0.278 0.4778
O 0.0197 -0.0566 -0.1561
O -0.0908 -0.1294 -0.0043
O -0.0764 0.2021 0.2586
O 0.061 0.0801 -0.0743
O -0.1951 -0.1681 -0.3228
O -0.0309 0.1959 -0.0495
O 0.0086 0.0806 -0.1741
O 0.0994 0.0233 -0.162
O 0.0141 0.0458 0.2349
O 0.0727 0.117 0.2339
O -0.1175 0.1132 0.2486
O -0.0785 0.0409 -0.0576
O 0.1086 0.0446 -0.1203
O 0.0381 0.0112 0.0429
O 0.0398 0.1244 -0.1768
O 0.1575 -0.0654 -0.2623
O 0.0145 -0.0224 -0.0943
O 0.0599 -0.2676 -0.5204
O 0.0874 -0.0022 0.179
O 0.1142 0.0885 0.1761
O -0.2151 0.1207 -0.1152
O -0.1664 -0.0074 0.1757
O 0.0496 -0.0265 0.0762
O -0.0688 -0.0524 -0.0295
O -0.0456 0.0848 -0.0625
O -0.0209 0.059 -0.2011
O -0.007 -0.1051 0.1639
O -0.1003 -0.0854 -0.0897
O -0.0791 -0.2134 -0.1028
O 0.2752 -0.099 -0.3132
O -0.0186 -0.0289 0.4194
O -0.0579 -0.0815 0.2009
O 0.0088 -0.0357 0.0798
O -0.1726 0.2503 0.0708
O -0.0813 -0.0682 0.1937
O -0.0133 0.0835 0.1448
O 0.1837 -0.0174 0.3127

The program warned: the cutoff lies below the one the program advises for these potential files.
